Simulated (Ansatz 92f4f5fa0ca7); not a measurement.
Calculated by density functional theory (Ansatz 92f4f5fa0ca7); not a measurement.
Periodic cell of 178 atoms, Si99O79, from a study of silicon, its oxide and their interface. The atomic structure is a simulated model.

Settings
functional: PBE
potential files: Ansatz PAW
basis: plane waves
wave-function cutoff: 700 eV
density cutoff ratio: 5
exchange-correlation grid ratio: 2
k mesh: 2 x 2 x 1, shifted by 0.5 0.5 0.5 of a step
self-consistency stop: 5e-08 eV per atom in the density residual
occupations: Fermi-Dirac, 0.05 eV
spin: none
net charge: 0

Cell vectors (angstrom)
a  11.5983  0  0
b  0  11.5983  0
c  -2.071  5.0026  25.0473

Atoms: element, x, y, z (angstrom)
Si  1.6156  -0.6091  1.4927
Si  -1.5586  4.3273  1.1828
Si  -0.0193  6.3232  -2.9596
Si  3.1563  0.0788  -1.3477
Si  4.4323  3.1545  0.5454
Si  4.0102  6.0627  1.2103
Si  8.3896  -1.331  0.6551
Si  8.17  3.5559  -0.0108
Si  8.3521  7.894  0.8302
Si  2.0716  7.5241  1.3344
Si  2.5393  2.8894  1.8728
Si  1.8619  8.0336  -1.5923
Si  6.2571  -0.4503  1.4623
Si  6.4786  3.3251  1.6808
Si  6.1559  7.1386  1.7601
Si  10.67  -0.7551  1.6583
Si  11.1645  2.3463  1.045
Si  10.4701  7.3237  2.0118
Si  2.5263  0.9756  3.1445
Si  2.7241  4.97  3.034
Si  2.3875  9.1866  3.0433
Si  6.5206  1.3126  2.9604
Si  6.4256  5.2522  3.1594
Si  6.0793  9.1951  2.9393
Si  10.4439  1.1612  2.9783
Si  10.3615  5.3733  3.2225
Si  10.3821  9.2023  3.3423
Si  0.6108  1.307  4.4659
Si  0.8027  5.1504  4.5178
Si  0.6913  9.0175  4.7079
Si  4.5691  1.1718  4.3855
Si  4.4689  5.1425  4.6152
Si  4.3035  9.1413  4.4818
Si  8.4539  1.2775  4.2669
Si  8.3981  5.3238  4.4431
Si  8.1923  9.1638  4.1688
Si  0.5313  -0.5319  5.8807
Si  0.6802  3.1674  5.9059
Si  0.8312  7.0059  6.058
Si  4.4493  -0.6083  5.9796
Si  4.4325  3.0615  5.8275
Si  4.4014  7.2488  5.9463
Si  8.2337  -0.6522  5.701
Si  8.4762  3.2557  5.5238
Si  8.4233  7.3671  5.6746
Si  2.426  -0.1856  7.1839
Si  2.5508  2.3755  7.2212
Si  2.6924  7.3597  7.7018
Si  6.4811  -0.5763  7.344
Si  6.5481  3.1572  6.8364
Si  6.5058  7.323  7.0418
Si  10.1061  -0.6098  7.1105
Si  10.2116  3.3081  7.0901
Si  10.3218  7.253  7.1507
Si  2.5712  3.0054  9.5117
Si  3.5772  5.9693  9.6275
Si  2.8058  9.9351  10.718
Si  6.9904  1.4913  8.4693
Si  5.9005  5.0952  9.8176
Si  6.9059  9.0198  8.7026
Si  9.4731  1.377  8.2744
Si  9.4241  5.2963  8.1645
Si  10.7537  9.1881  8.5388
Si  1.5141  0.6109  12.4901
Si  3.6967  7.2764  11.6244
Si  1.7328  9.5443  8.6262
Si  5.5869  2.7806  10.1444
Si  7.0524  5.2143  7.825
Si  5.731  9.3187  10.7592
Si  11.3769  1.7879  10.7134
Si  8.7391  5.8755  11.0651
Si  8.9192  8.8927  10.1405
Si  5.0191  2.8556  15.0471
Si  6.5587  9.9676  15.0641
Si  7.3136  10.4861  12.1257
Si  6.0446  2.6586  18.0756
Si  -1.6856  3.6168  12.6701
Si  4.0029  10.2441  16.2796
Si  12.6528  3.0899  14.008
Si  10.2735  2.4033  21.1254
Si  2.2401  5.9351  19.1573
Si  7.7271  8.8104  18.9864
Si  7.4757  7.1241  23.745
Si  2.4764  0.9148  15.1572
Si  6.5008  11.1719  17.6317
Si  0.0398  6.4312  21.0831
Si  4.1133  3.7129  20.4393
Si  3.0144  5.9503  24.695
Si  8.7764  3.972  19.0626
Si  1.5095  2.6117  21.636
Si  5.5233  5.0172  22.9795
Si  -0.3671  4.953  18.5459
Si  7.1307  10.9579  23.8914
Si  -2.3616  8.447  21.522
Si  6.5744  7.3284  16.8283
Si  9.0609  6.5962  17.897
Si  3.2093  5.3325  14.2047
Si  7.1057  2.0548  12.8341
Si  3.5994  7.1508  16.6364
O  12.7787  2.6763  0.8604
O  0.456  7.1804  1.4021
O  2.2101  -0.3545  -0.0676
O  0.9637  6.6756  -1.6821
O  2.22  8.4111  -0.0728
O  2.5452  4.6191  9.8086
O  3.9654  2.3257  10.1417
O  1.2072  2.227  10.0295
O  -0.0003  0.6324  11.8781
O  4.3925  10.2108  10.3695
O  10.3605  1.1206  9.6588
O  9.6456  5.2925  9.8207
O  5.2135  7.9627  11.5885
O  3.5403  6.279  12.9154
O  8.4312  6.3748  24.8934
O  -1.6196  9.8889  21.538
O  -1.243  5.415  -0.0885
O  0.2318  2.6181  20.561
O  2.9573  6.915  18.1035
O  3.6017  -1.1475  -2.347
O  6.3394  12.6728  18.171
O  4.2101  4.8219  0.0466
O  8.0064  4.818  -1.154
O  8.5162  7.3776  -0.7514
O  -0.5539  3.4211  13.8632
O  1.8159  4.5138  13.9916
O  6.7261  6.1111  22.6954
O  1.4207  6.8433  20.2719
O  2.8708  6.2813  15.4831
O  8.618  8.0089  22.9513
O  1.3508  2.133  15.346
O  2.3801  -0.2549  11.4322
O  7.1293  5.5599  10.9314
O  1.8594  -0.0346  13.9502
O  1.7425  2.2442  12.753
O  6.1614  2.6931  11.6814
O  -3.0021  2.7099  12.9951
O  7.2789  12.1027  12.3769
O  8.2329  -1.0313  -0.9887
O  3.3642  5.0538  19.9139
O  9.3973  5.1561  12.4111
O  2.653  8.5847  11.685
O  8.6871  10.0894  11.2849
O  8.9595  7.5081  11.0659
O  6.7247  8.4951  15.7227
O  9.0782  8.197  18.2677
O  7.4655  10.3871  18.6958
O  7.3352  9.8958  13.6563
O  6.3447  2.3401  14.2501
O  7.1655  11.0816  16.1257
O  3.8871  1.6882  14.8593
O  5.1067  4.1541  21.6529
O  2.8192  11.3949  16.3092
O  2.9598  2.6124  20.8898
O  7.9253  6.3885  16.7076
O  -0.9398  3.105  11.3218
O  7.4836  3.374  18.3084
O  6.4908  7.9377  18.3594
O  5.4122  3.0455  16.6222
O  10.2034  3.6989  18.2346
O  4.4381  4.2741  14.4686
O  3.2624  7.8896  -2.4682
O  5.0061  10.4901  17.5563
O  3.3946  8.7435  16.355
O  -3.6849  8.534  20.5651
O  10.6216  6.1841  17.6113
O  9.0492  3.3051  20.5322
O  0.9254  9.2222  -2.2902
O  -1.1596  7.5032  21.0016
O  5.1484  6.5988  16.6019
O  -1.6012  6.2479  -2.5624
O  4.9853  3.0592  19.2392
O  0.2598  7.4393  -4.1297
O  1.2449  4.9098  18.3005
O  -0.5054  5.1836  20.1796
O  8.5482  5.6033  19.1241
O  4.9456  10.3287  14.9171
O  4.2272  5.8564  23.5304
O  2.3701  1.1061  -2.3826

Results
free energy: -107864.871 eV
free energy less fixed offsets of O -569.03, Si -635.61 eV per atom: 13.889 eV
pressure: -0.97 GPa
stress xx, yy, zz, yz, xz, xy (GPa, positive in tension): 2.61, 0.06, 0.25, 0.08, -0.02, -0.05

Forces (eV/angstrom), in the order of the atoms: element, x, y, z
Si  0.2009  -0.0186  -0.0131
Si  0.1634  -0.2028  -0.4347
Si  0.4316  0.2849  -0.0112
Si  -0.0712  -0.3182  -0.1362
Si  0.4733  0.8035  0.3415
Si  -1.0792  -0.1194  -0.6142
Si  -0.0009  0.5301  -0.4784
Si  -0.2686  0.2233  -0.0066
Si  0.0771  -0.5433  -0.2192
Si  0.4489  0.2551  -0.2698
Si  -0.411  -0.1521  -0.2434
Si  -0.0495  -0.0464  -0.0611
Si  0.2522  0.03  0.2257
Si  -0.4215  0.0461  0.2714
Si  0.08  -0.0503  0.3003
Si  0.0194  -0.3286  0.6106
Si  -0.1568  0.5589  0.4441
Si  0.3719  0.1003  0.2359
Si  -0.1118  0.1274  -0.196
Si  0.2286  -0.0614  0.3847
Si  -0.2514  -0.2556  -0.3111
Si  -0.1637  0.1596  0.1893
Si  0.2414  -0.0537  0.2161
Si  0.0105  -0.0821  0.0017
Si  0.0482  0.1024  -0.2776
Si  0.0169  -0.193  0.2215
Si  0.3286  -0.0057  -0.4864
Si  -0.1186  -0.2338  -0.0282
Si  0.0524  0.147  -0.1712
Si  -0.0553  0.1321  0.12
Si  0.1135  0.0556  0.0007
Si  0.0312  -0.333  0.2897
Si  0.0814  0.1188  0.1156
Si  0.1336  0.019  -0.0205
Si  -0.1655  0.0641  0.0309
Si  -0.1807  0.0346  0.0843
Si  0.0277  0.0771  -0.1333
Si  0.1954  -0.0599  0.0274
Si  -0.0595  0.0432  0.1142
Si  0.1118  -0.0404  0.0409
Si  -0.1146  0.0624  0.0044
Si  -0.0697  -0.1261  -0.1189
Si  0.0399  0.2046  -0.1046
Si  -0.1882  -0.0728  -0.1264
Si  -0.1376  -0.1268  -0.1423
Si  0.0198  0.3209  -0.0397
Si  0.0811  0.0079  0.0623
Si  -0.1216  0.2827  -0.3974
Si  -0.0452  -0.1239  -0.0615
Si  0.0849  -0.2982  0.0352
Si  0.2061  0.1367  -0.0094
Si  0.097  -0.0052  -0.0572
Si  -0.2106  -0.0241  0.1765
Si  -0.0144  0.1489  -0.1375
Si  0.096  -0.6855  -0.6453
Si  -0.3442  -0.23  0.2497
Si  -0.3459  0.0737  -0.2122
Si  -0.0506  0.3326  0.1359
Si  0.9069  0.0861  -0.1289
Si  0.0319  -0.072  -0.0387
Si  0.1459  -0.076  0.1591
Si  0.0997  -0.2184  0.2377
Si  0.0556  0.0046  0.1944
Si  0.0667  0.0198  0.2453
Si  -0.283  0.1046  0.0785
Si  0.0626  -0.2215  0.0612
Si  -0.0395  -0.5284  0.172
Si  -0.1624  0.0197  0.068
Si  -0.219  0.1764  -0.0139
Si  -0.212  0.0911  0.1665
Si  0.2417  -0.0643  0.0288
Si  0.4035  0.0611  -0.0399
Si  -0.0979  -0.1587  0.0478
Si  -0.1185  0.0598  0.2289
Si  0.1528  0.192  0.0521
Si  -0.0743  -0.005  -0.0344
Si  0.052  -0.1766  0.2574
Si  -0.08  0.1338  0.0815
Si  -0.1437  -0.0422  0.0473
Si  0.0076  -0.1671  0.044
Si  -0.0204  -0.1343  0.0031
Si  0.0375  0.0412  0.0674
Si  0.3976  -0.0673  -0.0046
Si  -0.0692  0.0637  -0.0259
Si  0.0409  -0.0107  0.1713
Si  -0.0361  -0.0814  -0.0965
Si  -0.2468  -0.0975  -0.1161
Si  0.267  -0.3856  -0.5071
Si  0.0594  -0.1774  0.064
Si  -0.2095  -0.2328  0.0704
Si  0.07  -0.2125  -0.1501
Si  0.1245  0.0184  0.0056
Si  0.4544  -0.0155  -0.251
Si  0.0422  0.2176  -0.2298
Si  0.051  -0.01  0.0707
Si  0.0352  0.0697  -0.0587
Si  -0.1997  -0.2737  0.2138
Si  0.2652  0.1464  0.1613
Si  0.0177  0.0263  0.0984
O  0.3256  -0.1488  0.2918
O  -0.3385  -0.03  -0.0551
O  -0.238  -0.0332  0.4543
O  -0.1129  -0.0905  -0.0653
O  -0.2058  0.2182  0.0516
O  0.2997  0.4143  0.099
O  0.0649  0.3142  -0.0796
O  0.1594  0.2033  0.0452
O  -0.147  -0.0393  -0.2026
O  -0.0411  -0.1766  0.0507
O  -0.0793  -0.028  -0.0809
O  -0.2999  0.0106  -0.1014
O  -0.0209  -0.1049  -0.0787
O  0.103  0.1317  -0.1212
O  0.0666  -0.1586  -0.2028
O  -0.109  -0.1376  0.0339
O  -0.2372  0.601  -0.0908
O  0.0094  0.1119  0.0268
O  0.0352  0.0845  -0.086
O  0.0407  0.148  0.0227
O  0.0376  -0.0494  -0.0384
O  0.0085  -0.2481  0.2022
O  -0.0109  -0.0674  0.1814
O  0.0856  0.1095  0.1222
O  -0.0252  0.0019  -0.0861
O  0.1585  0.1258  -0.0099
O  -0.0668  -0.1506  -0.0527
O  0.0511  -0.0692  -0.0076
O  0.0251  0.0449  -0.0595
O  -0.293  -0.1096  0.2164
O  0.0865  0.007  -0.0242
O  0.0947  -0.017  0.0136
O  -0.3787  -0.0556  0.0569
O  0.0215  0.0764  -0.0286
O  0.0802  -0.1548  -0.0918
O  -0.0748  0.1155  -0.0891
O  -0.1667  -0.0774  -0.102
O  -0.0068  -0.1386  -0.0596
O  -0.0509  -0.0829  0.1376
O  0.0275  0.0185  0.0746
O  -0.2089  0.2706  -0.2812
O  0.2476  -0.0631  0.039
O  0.0136  0.0117  -0.1029
O  -0.146  -0.0926  -0.0754
O  0.0641  0.0451  -0.1178
O  -0.0638  -0.0714  -0.0493
O  -0.0602  -0.0278  -0.0878
O  0.0291  -0.0798  -0.0314
O  -0.0137  -0.0514  -0.0583
O  -0.0289  -0.1074  -0.1475
O  0.0553  0.0027  0.0009
O  0.1325  0.177  0.2539
O  0.0914  -0.0725  -0.0109
O  0.0908  0.1082  -0.0098
O  -0.0442  0.086  0.0304
O  0.0155  0.0502  -0.1343
O  0.0043  -0.0033  -0.0171
O  0.0242  0.0134  -0.0524
O  0.0163  0.0356  -0.0139
O  0.0203  0.1396  -0.0043
O  -0.0191  0.1673  -0.0618
O  0.0109  0.0491  -0.0034
O  -0.0504  0.012  -0.0153
O  0.0164  -0.0146  -0.0272
O  0.0007  -0.0382  0.0191
O  -0.1361  -0.0346  0.0289
O  -0.0124  0.0929  -0.0571
O  -0.033  -0.0246  -0.0456
O  -0.0395  -0.0129  0.0549
O  0.0069  0.001  -0.0244
O  -0.3125  -0.1177  0.256
O  0.0432  0.0384  0.0546
O  -0.0314  0.0125  0.0813
O  -0.0995  0.0568  0.0337
O  -0.0567  0.0171  0.0014
O  0.0742  -0.0134  -0.0374
O  0.0834  -0.0712  -0.0247
O  0.0205  0.0712  0.1704
O  -0.0167  0.073  0.0353

The program warned: the cutoff lies below the one the program advises for these potential files.
